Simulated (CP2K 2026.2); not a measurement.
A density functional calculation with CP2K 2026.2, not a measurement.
Periodic cell of 547 atoms, Si316O221N10, from a study of silicon, its oxide and their interface. The atomic structure is a simulated model.
Doubt: the forces sum to 3.20 eV/angstrom along one axis rather than to zero, so they err by at least 0.0058 eV/angstrom per atom on average; the grid cutoff is modest.

Settings
functional: PBE
method: Gaussian and plane waves
basis set: DZVP-MOLOPT-SR-GTH
pseudopotentials: GTH-PBE
grid cutoff: 350 Ry, relative cutoff 50 Ry
k points: Gamma only
occupations: fixed
spin: none
net charge: 0

Cell vectors (angstrom)
a	16.332	0	0
b	0	16.332	0
c	0	0	34.3472

Atoms and the computed forces on them: element, x, y, z (angstrom), force x, y, z (eV/angstrom)
Si	16.305	0.28	0.11	0.035	-0.221	0.633
Si	2.401	3.081	34.268	0.234	-0.164	0.829
Si	0.228	5.359	0.011	-0.127	0.161	0.738
Si	3.063	7.937	0.135	-0.104	0.087	0.782
Si	16.145	11.179	0.058	-0.033	-0.221	0.756
Si	2.74	13.264	0.343	0.046	0.259	0.658
Si	5.829	15.861	34.329	-0.364	0.315	0.813
Si	8.526	2.272	0.123	-0.134	0.12	0.822
Si	5.235	5.708	0.234	-0.001	-0.107	0.751
Si	8.399	7.649	34.074	-0.123	0.343	0.806
Si	5.168	11.292	34.319	0.255	-0.243	0.728
Si	8.287	13.869	0.222	0.02	-0.319	0.683
Si	10.844	0.269	0.471	-0.049	0.042	0.605
Si	14.071	2.478	0.281	-0.069	-0.01	0.793
Si	10.651	5.408	34.261	0.264	-0.005	0.685
Si	13.325	8.49	34.282	0.069	-0.179	0.82
Si	11.018	10.655	34.16	-0.106	0.199	0.792
Si	13.952	13.44	34.215	-0.243	0.142	0.75
Si	1.453	1.484	1.404	0.022	0.024	-0.047
Si	4.014	4.082	1.347	-0.015	-0.01	-0.093
Si	1.414	6.836	1.388	0.001	-0.007	-0.037
Si	4.21	9.571	1.335	0.013	0.036	-0.031
Si	1.283	12.107	1.649	-0.028	0.01	-0.026
Si	4.103	14.917	1.33	0.008	0.026	-0.051
Si	6.808	1.237	1.33	-0.006	-0.001	-0.078
Si	9.534	3.989	1.391	-0.008	-0.015	-0.036
Si	6.892	6.822	1.384	0.012	0.01	-0.048
Si	9.47	9.395	1.082	0.006	-0.036	-0.059
Si	6.883	12.272	1.303	-0.014	0.003	-0.062
Si	9.623	15.043	1.669	0.008	0.004	-0.002
Si	12.412	1.475	1.623	0.034	0.037	0.005
Si	15.124	4.155	1.463	0.035	0.012	-0.039
Si	12.234	6.742	1.145	-0.022	0.019	-0.036
Si	14.917	9.583	1.293	-0.027	0.009	-0.037
Si	12.245	12.28	1.119	-0.003	-0.021	-0.034
Si	15.064	14.971	1.3	0.011	0.014	-0.021
Si	0.1	2.773	2.836	0.004	-0.007	0.044
Si	2.807	0.034	2.68	-0.032	-0.04	0.002
Si	16.312	8.207	2.654	-0.004	0.004	0.001
Si	2.717	5.443	2.779	-0.004	0	0.025
Si	16.325	13.655	2.802	-0.022	0.011	0.03
Si	2.765	10.757	2.812	0.044	-0.022	0.013
Si	5.434	2.681	2.625	0.019	0.01	0.02
Si	8.125	0.012	2.874	-0.032	0.017	0.035
Si	5.563	8.235	2.726	-0.029	-0.024	0.038
Si	8.174	5.382	2.72	-0.008	-0.002	0.03
Si	5.48	13.58	2.732	0.013	0.007	0.035
Si	8.186	10.787	2.578	0.045	0.016	-0.015
Si	10.952	2.806	2.852	-0.019	0.002	0.021
Si	13.707	16.261	2.789	0.026	0.007	0.009
Si	10.854	8.102	2.553	0.017	0.015	0.019
Si	13.604	5.489	2.655	-0.02	-0.002	-0.018
Si	11.006	13.539	2.729	0.039	-0.016	0.022
Si	13.557	10.952	2.633	-0.015	0.016	0.027
Si	1.407	4.117	4.202	0.002	-0.011	0.008
Si	4.127	1.362	4.078	0.01	0.021	-0.01
Si	1.35	9.456	4.118	0.006	-0.001	0.015
Si	4.13	6.838	4.045	0.005	-0.02	-0.024
Si	1.411	15.02	4.074	0.014	0.012	-0.008
Si	4.106	12.216	4.099	0.013	0.02	-0.013
Si	6.776	4.044	4.034	-0.006	0.006	0.016
Si	9.551	1.393	4.141	-0.011	0.019	-0.014
Si	6.874	9.561	4.109	0.001	0	0.015
Si	9.545	6.789	4.031	0.002	0.014	-0.031
Si	6.783	14.935	4.156	-0.024	0.005	0.001
Si	9.553	12.166	3.99	-0.038	0	-0.002
Si	12.296	4.178	4.144	-0.014	0.001	0.023
Si	15.042	1.351	4.126	-0.016	0.018	-0.01
Si	12.204	9.516	3.957	0.022	-0.022	-0.031
Si	14.962	6.843	4.028	0.022	-0.012	-0.001
Si	12.312	14.917	4.121	0.007	0.012	0
Si	14.919	12.263	4.073	-0.011	-0.016	-0.021
Si	0.063	0.001	5.49	0.006	-0.011	0.005
Si	2.773	2.709	5.478	0.017	-0.002	0.016
Si	16.307	5.487	5.454	-0.012	0.014	0.001
Si	2.737	8.129	5.46	0.004	-0.025	0.008
Si	16.314	10.891	5.402	-0.013	0.027	0
Si	2.729	13.607	5.43	0.001	0.024	0.006
Si	5.437	16.328	5.478	0.01	0.002	0.019
Si	8.156	2.749	5.444	-0.006	0	0
Si	5.447	5.436	5.404	0.001	-0.007	0.001
Si	8.208	8.154	5.431	0.006	-0.024	0.008
Si	5.474	10.887	5.475	0.007	-0.016	0.023
Si	8.195	13.547	5.407	-0.002	-0.012	-0.006
Si	10.912	16.303	5.44	0.006	-0.035	0.009
Si	13.636	2.728	5.45	0.012	-0.016	0.003
Si	10.893	5.503	5.469	-0.003	0.018	0.012
Si	13.592	8.208	5.373	-0.022	0.006	-0.001
Si	10.884	10.84	5.404	0.011	0.002	0
Si	13.621	13.578	5.502	0.01	0.003	-0.001
Si	1.411	1.358	6.849	0.004	0.003	0.001
Si	4.111	4.09	6.813	0	-0.008	0.001
Si	1.357	6.809	6.828	0.008	-0.007	0.004
Si	4.085	9.513	6.82	-0.008	0.017	0.015
Si	1.332	12.249	6.779	-0.003	0	-0.008
Si	4.062	14.969	6.816	0.009	0.018	0.005
Si	6.82	1.371	6.799	0.01	0.005	0.001
Si	9.502	4.122	6.797	0	0.01	-0.002
Si	6.802	6.802	6.761	0.002	-0.006	-0.005
Si	9.547	9.514	6.817	-0.008	-0.008	0.01
Si	6.821	12.257	6.83	0.004	0.007	-0.009
Si	9.533	14.932	6.782	-0.003	-0.001	0.003
Si	12.269	1.343	6.803	-0.008	0.025	0.014
Si	14.967	4.109	6.819	0.014	0.012	-0.002
Si	12.258	6.868	6.793	-0.016	-0.009	0.002
Si	14.949	9.551	6.772	0.005	-0.001	-0.012
Si	12.227	12.216	6.8	0.024	0.025	0.005
Si	15.008	14.94	6.813	-0.021	-0.01	-0.009
Si	0.021	2.743	8.148	-0.016	-0.003	-0.013
Si	2.733	16.303	8.226	-0.013	-0.007	0.006
Si	16.313	8.201	8.146	-0.008	-0.002	-0.001
Si	2.725	5.438	8.166	-0.017	-0.026	0.015
Si	16.314	13.57	8.203	0.008	0.009	0.007
Si	2.68	10.887	8.145	0.011	0.001	-0.008
Si	5.462	2.719	8.166	0.014	0.008	0.002
Si	8.174	16.324	8.133	-0.015	0.001	0.002
Si	5.456	8.136	8.171	0.015	-0.044	-0.003
Si	8.123	5.467	8.163	-0.009	0.012	0.001
Si	5.42	13.62	8.176	0.013	0.018	0
Si	8.18	10.889	8.17	-0.028	0.017	0.003
Si	10.865	2.725	8.116	-0.015	-0.022	0.007
Si	13.637	16.283	8.159	0.03	-0.031	0.002
Si	10.92	8.19	8.2	0.034	0.002	0.015
Si	13.584	5.484	8.159	-0.004	0.007	-0.015
Si	10.873	13.576	8.165	-0.021	-0.016	0.005
Si	13.613	10.902	8.172	-0.02	-0.005	0.003
Si	1.366	4.089	9.527	-0.009	0	0.006
Si	4.13	1.348	9.541	0.029	-0.017	-0.011
Si	1.315	9.551	9.543	-0.011	0.02	-0.017
Si	4.077	6.784	9.548	0.008	0.005	0.008
Si	1.331	14.93	9.554	0.014	0.004	-0.009
Si	4.008	12.262	9.511	-0.018	0.007	-0.016
Si	6.764	4.105	9.543	-0.025	-0.012	-0.001
Si	9.527	1.361	9.5	0	-0.019	-0.019
Si	6.797	9.546	9.512	0.026	0.017	-0.014
Si	9.49	6.833	9.494	0	-0.021	0.006
Si	6.785	15.008	9.504	-0.011	0.017	-0.005
Si	9.533	12.229	9.566	0.019	0.012	0.009
Si	12.192	4.103	9.476	-0.007	0.033	-0.01
Si	15.014	1.336	9.47	0.042	0.018	-0.022
Si	12.284	9.568	9.562	0.002	-0.008	-0.017
Si	14.946	6.861	9.511	0.002	-0.011	-0.006
Si	12.249	14.921	9.521	0.014	0.005	0.012
Si	14.946	12.228	9.609	-0.003	-0.004	0.005
Si	0.037	0.019	10.897	0.02	0.01	0.013
Si	2.758	2.719	10.848	-0.015	0.019	-0.018
Si	16.297	5.473	10.826	0.012	0.015	0.03
Si	2.692	8.174	10.856	0.02	-0.001	-0.041
Si	16.301	10.858	11.003	0.036	-0.04	0.007
Si	2.625	13.552	10.951	-0.007	-0.011	-0.008
Si	5.454	16.323	10.957	0.021	0.036	0.034
Si	8.126	2.714	10.842	0.022	-0.029	-0.005
Si	5.386	5.409	10.974	0.001	-0.018	0.065
Si	8.216	8.255	10.875	0.038	0.017	-0.032
Si	5.358	10.882	10.822	-0.005	-0.011	0.007
Si	8.141	13.648	10.828	-0.01	0.001	-0.001
Si	10.92	0.009	10.845	-0.023	0.011	0.008
Si	13.584	2.682	10.727	0.004	-0.033	-0.031
Si	10.791	5.436	10.849	0.01	-0.022	0.033
Si	13.664	8.253	10.935	0.001	0.029	0.035
Si	10.919	10.88	10.956	-0.004	0.036	0.006
Si	13.532	13.555	10.976	-0.009	-0.022	0.041
Si	1.545	1.31	12.243	0.04	-0.008	-0.027
Si	3.976	3.996	12.385	0.013	-0.036	0.032
Si	1.325	6.823	12.196	-0.004	0.041	-0.022
Si	3.978	9.573	12.238	-0.015	0.03	-0.055
Si	1.254	12.233	12.425	0.003	0	-0.029
Si	4.014	14.918	12.236	-0.012	0.009	-0.035
Si	6.824	1.414	12.303	-0.022	0.013	0.022
Si	9.42	4.059	12.244	-0.013	0.012	-0.027
Si	6.805	6.914	12.13	0.007	0.005	-0.025
Si	9.608	9.525	12.36	-0.023	-0.007	-0.026
Si	6.723	12.274	12.097	0.019	0.016	-0.056
Si	9.54	14.992	12.166	0.008	-0.015	-0.039
Si	12.272	1.415	12.194	0.026	0.005	-0.04
Si	14.923	4.011	12.046	0.034	0.015	-0.012
Si	12.169	6.883	12.078	-0.024	0.021	-0.057
Si	15.026	9.516	12.493	-0.02	0	0.012
Si	12.23	12.129	12.462	0.029	-0.003	-0.011
Si	14.877	15.065	12.178	-0.022	0.015	-0.037
Si	0.047	2.699	13.342	-0.013	0.003	0.007
Si	2.868	16.271	13.765	0.013	-0.011	0.028
Si	0.109	8.04	13.802	0.073	-0.022	-0.022
Si	2.506	5.437	13.635	-0.005	-0.019	0.018
Si	16.11	13.716	13.587	-0.001	-0.005	0.007
Si	2.621	10.808	13.793	-0.027	-0.009	0.036
Si	5.405	2.645	13.78	-0.013	-0.009	0.012
Si	8.271	0.042	13.574	0.032	0.029	0.05
Si	5.412	8.216	13.494	0.011	-0.002	0.008
Si	8.08	5.562	13.508	-0.018	-0.011	0.012
Si	5.321	13.504	13.536	-0.004	-0.035	-0.002
Si	8.108	10.987	13.445	-0.015	-0.026	0.021
Si	10.894	2.734	13.558	0.009	0.035	0.028
Si	13.587	0.088	13.639	0.011	0.002	0.032
Si	11.011	8.1	13.741	0.035	0.017	0.026
Si	13.476	5.406	13.233	-0.052	-0.02	-0.004
Si	10.772	13.61	13.619	0.027	0.045	0.028
Si	13.63	10.786	13.993	-0.07	0.017	0.022
Si	0.828	4.243	14.897	-0.111	0.22	-0.553
Si	4.678	0.792	15.245	0.015	-0.112	-0.677
Si	1.681	9.169	15.315	-0.224	0.131	-0.45
Si	3.969	6.882	14.744	-0.07	-0.007	-0.273
Si	1.031	15.233	14.839	0.172	-0.106	-0.737
Si	4.294	11.905	15.011	-0.158	0.255	-0.715
Si	6.347	4.587	14.777	-0.159	-0.002	-0.582
Si	9.943	1.12	14.976	-0.037	-0.139	-0.592
Si	6.595	9.812	14.743	0.073	-0.12	-0.735
Si	9.742	6.532	14.926	0.042	-0.101	-0.687
Si	6.829	14.858	14.632	-0.107	0.195	-0.464
Si	9.002	12.61	14.882	0.218	-0.074	-0.84
Si	11.99	4.428	14.765	-0.194	0.027	-0.689
Si	15.305	1.254	14.79	-0.318	0.094	-0.768
Si	12.832	8.768	15.241	-0.226	0.314	-0.75
Si	14.937	6.433	14.659	0.196	-0.131	-0.265
Si	12.15	15.02	14.874	-0.014	-0.067	-0.267
Si	14.568	12.734	15.111	-0.287	0.037	-0.488
Si	1.08	8.491	27.396	-0.009	0.01	0.065
Si	5.737	9.968	29.532	-0.055	-0.026	0.113
Si	9.832	1.626	21.087	-0.046	-0.123	-0.097
Si	13.579	5.903	30.247	-0.035	0.024	0.108
Si	10.122	13.377	29.212	-0.044	0.085	0.294
Si	5.423	14.979	21.866	-0.075	-0.114	-0.207
Si	3.124	1.319	17.961	0.023	0.173	-0.247
Si	3.966	2.875	31.669	-0.03	0.054	0.171
Si	15.341	7.32	32.149	0.1	-0.053	0.32
Si	10.949	15.439	20.032	-0.003	0.052	-0.166
Si	11.428	6.413	28.237	-0.054	-0.105	0.31
Si	10.29	11.105	17.362	0.154	0.007	-0.28
Si	0.279	6.248	18.664	-0.012	-0.009	-0.195
Si	1.494	0.849	22.373	-0.031	0.089	-0.157
Si	1.333	2.925	27.145	0.001	-0.016	0.157
Si	13.09	10.226	17.739	-0.174	0.158	-0.188
Si	9.389	12.692	19.881	0.063	0.132	-0.171
Si	6.778	12.288	18.941	-0.115	0.034	-0.193
Si	13.659	9.674	20.817	0.138	0.05	-0.35
Si	8.029	2.827	16.753	0.235	0.006	-0.065
Si	0.028	1.335	24.848	0.03	0.031	-0.011
Si	0.32	9.169	21.237	0.022	-0.153	-0.08
Si	15.676	1.323	28.887	0.113	0.029	0.213
Si	4.783	14.953	31.707	0.011	-0.126	0.16
Si	10.132	7.793	23.878	-0.016	-0.04	-0.11
Si	4.453	8.026	18.888	-0.04	-0.072	-0.212
Si	8.332	11.083	25.368	0.067	-0.038	-0.033
Si	1.38	12.49	27.921	0.118	0.022	0.292
Si	10.184	15.475	17.105	0.09	0.074	-0.374
Si	8.59	8.603	16.909	0.067	0.016	-0.261
Si	7.023	0.014	17.085	-0.042	-0.1	-0.296
Si	13.967	4.78	21.715	0.056	0.087	-0.259
Si	1.891	9.593	24.904	-0.016	0.068	0.048
Si	4.48	12.247	20.642	-0.104	0.054	-0.15
Si	1.935	14.988	17.674	0.052	-0.01	-0.178
Si	13.881	5.274	18.642	-0.016	-0.052	-0.165
Si	13.349	13.915	20.038	-0.008	0.066	-0.224
Si	6.527	3.685	19.006	0.22	0.043	-0.203
Si	12.535	11.955	22.46	0.005	0.148	-0.253
Si	7.965	8.077	21.617	0.069	0.02	-0.071
Si	4.736	5.475	17.188	0.156	-0.049	-0.3
Si	7.847	9.022	27.341	-0.104	-0.028	0.241
Si	7.146	9.445	19.2	0.038	-0.032	-0.186
Si	3.168	9.958	22.457	0.018	-0.121	-0.235
Si	14.577	3.754	16.305	0.205	0.24	-0.409
Si	3.941	15.768	28.931	-0.035	0.051	0.197
Si	1.347	9.412	32.288	-0.119	-0.036	0.212
Si	2.024	4.044	17.605	0.131	-0.186	-0.037
Si	7.725	3.04	22.803	0.079	0.079	-0.206
Si	16.105	11.121	17.319	0.315	-0.077	-0.233
Si	0.074	13.332	19.596	-0.104	-0.227	-0.336
Si	0.063	5.776	26.265	0.057	-0.039	0.01
Si	9.914	6.192	20.043	0.04	0.006	-0.396
Si	14.997	14.937	24.439	0.085	0.136	-0.04
Si	0.735	14.343	22.275	0.046	-0.011	-0.107
Si	3.118	15.223	23.82	-0.065	-0.122	-0.125
Si	8.346	2.668	25.628	0.035	-0.012	0.088
Si	10.717	8.969	26.775	-0.158	-0.141	0.079
Si	4.876	7.317	21.762	-0.035	0.067	-0.124
Si	9.423	12.155	22.826	-0.021	-0.044	-0.14
Si	6.221	12.034	31.618	-0.063	0.111	0.239
Si	6.365	13.359	25.929	0.039	0.086	0.141
Si	11.11	16.041	29.938	0.062	0.013	0.173
Si	12.385	0.287	24.697	0.053	-0.091	0.001
Si	15.901	10.666	26.276	0.097	-0.072	0.02
Si	5.745	5.027	31.741	0.025	-0.001	0.13
Si	12.263	13.149	17.136	0.184	0.138	-0.435
Si	12.599	15.495	32.45	0.122	-0.015	0.036
Si	9.61	3.546	19.018	-0.105	0.139	-0.265
Si	3.558	13.895	26.47	-0.078	0.097	0.166
Si	12.007	2.88	22.902	-0.045	0.071	-0.056
Si	1.646	14.864	32.471	0.036	0.124	0.242
Si	6.905	2.513	31.816	0	0.027	0.1
Si	8.284	6.37	28.609	-0.012	0.022	0.192
Si	7.056	7.637	31.146	0.125	-0.102	0.317
Si	5.299	4.404	21.497	-0.012	0.099	-0.199
Si	9.361	12.384	32.11	-0.024	-0.055	0.233
Si	9.447	16.199	25.402	-0.104	0.085	0.116
Si	8.02	14.886	27.806	0.141	0.102	0.16
Si	2.618	2.993	20.395	0.1	-0.015	-0.448
Si	8.28	1.062	29.597	0.058	-0.028	0.113
Si	7.855	14.632	23.514	-0.031	0.055	-0.137
Si	11.131	11.755	26.776	-0.052	0.118	0.052
Si	13.745	4.747	27.556	0.012	0.122	0.139
Si	13.251	1.444	30.667	-0.032	-0.013	0.217
Si	0.726	7.106	23.499	-0.19	0.052	-0.09
Si	5.585	0.686	19.58	0.202	0.061	-0.287
Si	9.832	4.657	24.119	-0.062	-0.078	-0.1
Si	0.721	5.293	21.401	-0.018	0.002	-0.15
Si	12.467	3.878	32.268	-0.226	-0.1	0.128
Si	7.018	3.472	28.191	-0.088	-0.066	0.211
Si	1.492	8.821	18.242	-0.109	0.287	-0.259
Si	12.321	7.182	21.879	-0.065	0.042	-0.101
Si	1.018	15.107	29.639	0.107	-0.027	0.114
Si	14.046	1.803	26.505	0.111	0.078	0.013
Si	11.088	5.444	17.453	-0.157	0.019	-0.441
Si	2.567	10.009	29.492	0.055	0.01	0.131
Si	13.697	12.464	25.302	-0.015	0.014	0.041
Si	4.049	2.383	28.643	0.018	0.055	0.181
Si	4.122	12.991	17.887	0.006	-0.068	-0.179
O	9.738	11.658	25.953	-0.063	0.192	-0.305
O	11.827	15.805	33.814	0.1	-0.051	0.287
O	11.692	10.245	26.842	0.641	-0.136	0.12
O	7.887	2.739	33.061	0.269	0.085	-0.321
O	2.43	8.595	33.151	0.255	-0.039	-0.404
O	15.914	6.073	33.033	-0.191	-0.256	-0.166
O	1.71	8.155	24.187	0.295	-0.08	0.259
O	2.428	15.869	29.48	-0.031	0.456	-0.003
O	9.325	3.954	25.488	0.352	0.248	0.563
O	16.271	7.974	22.326	-0.662	0.112	0.051
O	3.882	12.275	34.068	0.046	-0.166	-0.147
O	4.153	6.807	33.998	0.23	-0.011	-0.306
O	10.266	11.206	32.797	0.154	0.043	-0.424
O	0.538	10.501	24.965	-0.231	0.28	-0.392
O	8.125	2.514	28.908	0.43	0.286	0.011
O	1.137	1.834	25.939	0.256	-0.234	-0.172
O	3.966	14.57	27.871	0.316	-0.368	0.094
O	9.212	13.52	33.263	0.223	0.347	-0.266
O	8.14	7.094	30.068	0.637	-0.15	-0.072
O	5.686	11.027	32.791	0.249	-0.295	-0.228
O	10.099	12.867	30.754	0.542	-0.189	-0.249
O	11.55	7.758	27.384	0.658	0.019	-0.104
O	13.508	0.402	31.907	0.603	0.197	0.257
O	14.669	13.756	25.511	0.156	0.143	0.441
O	15.146	1.378	34.044	-0.106	-0.159	-0.466
O	9.885	9.552	17.151	0.266	-0.322	0.303
O	13.482	14.172	32.804	0.11	-0.034	-0.528
O	11.13	4.471	32.985	-0.093	-0.131	-0.427
O	16.311	6.313	24.717	-0.159	-0.306	-0.019
O	0.434	2.448	28.437	-0.043	0.523	0.135
O	8.884	8.281	22.94	-0.194	0.184	0.142
O	12.955	13.422	18.554	-0.044	0.081	0.041
O	9.115	13.666	23.283	0.281	0.427	-0.031
O	15.243	9.973	21.051	-0.063	0.157	-0.086
O	3.446	14.455	17.941	0.343	0.369	0.295
O	1.578	3.463	16.152	0.279	-0.28	0.015
O	0.761	13.239	21.074	0.341	-0.291	0.222
O	2.941	8.041	15.526	0.135	0.049	0.424
O	14.965	2.092	25.194	-0.168	0.547	-0.517
O	8.396	1.986	21.753	-0.237	-0.393	-0.182
O	4.288	7.193	20.254	-0.421	-0.347	0.131
O	13.552	15.639	24.13	-0.332	0.069	-0.379
O	13.031	3.792	15.831	-0.142	-0.193	0.208
O	10.211	0.05	21.122	-0.216	-0.077	0.506
O	13.229	5.994	22.488	0.072	0.002	0.666
O	1.494	5.947	22.66	0.649	-0.119	0.297
N	5.118	5.658	15.527	-0.044	0.042	0.067
O	12.553	8.973	16.849	-0.16	-0.309	0.377
N	10.943	16.156	15.705	0.085	0.178	0.14
O	7.455	9.269	15.99	0.107	0.014	0.088
O	8.027	13.265	19.207	-0.155	0.61	0.11
O	0.072	11.933	18.73	0.337	-0.341	0.245
O	6.474	16.084	18.585	-0.006	-0.527	0.25
O	12.241	1.521	23.695	0.228	0.083	0.003
O	4.003	8.55	22.384	-0.03	-0.029	0.475
O	5.477	10.833	15.364	-0.075	-0.151	0.418
O	6.306	4.723	20.237	0.188	0.558	0.215
O	7.166	3.06	26.641	-0.61	0.006	-0.517
O	2.604	0.37	23.447	0.449	0.3	0.294
N	15.613	4.965	15.495	-0.011	0.001	0.091
O	4.602	13.803	21.095	-0.36	0.094	0.149
O	9.402	11.888	16.272	-0.156	0.066	0.276
O	15.013	6.428	18.56	-0.153	0.606	-0.131
O	13.552	4.858	20.152	-0.54	-0.283	0.25
N	11.984	11.447	17.142	0.023	-0.164	-0.045
O	16.06	16.058	24.974	0.463	-0.078	0.48
O	7.36	10.862	18.431	0.257	-0.005	-0.221
O	9.653	4.603	20.235	-0.145	-0.19	0.786
O	0.002	0.095	15.294	-0.012	-0.166	0.225
O	3.906	11.189	21.704	0.137	0.066	0.393
O	4.976	6.958	17.798	0.299	0.313	-0.232
O	7.843	13.707	15.285	-0.327	-0.177	0.412
O	4.779	5.755	22.252	-0.409	0.034	0.373
O	0.448	1.685	23.309	-0.432	0.581	-0.222
O	13.342	8.12	21.063	0.351	-0.362	-0.335
O	8.998	7.234	16.186	-0.019	-0.16	0.32
O	14.767	6.899	30.698	0.3	0.158	-0.56
O	6.995	14.697	22.148	0.147	0.16	-0.233
O	0.897	14.415	18.741	-0.117	0.227	0.135
O	0.865	16.118	33.162	-0.001	0.223	-0.478
O	15.74	12.257	16.201	0.419	0.081	0.259
O	12.233	5.299	27.382	-0.143	-0.476	-0.397
O	5.45	3.211	28.57	-0.073	0.477	0.272
O	13.912	7.53	15.375	0.149	-0.036	0.263
N	13.183	13.75	15.777	0.15	0.017	0.201
O	5.529	4.234	17.844	-0.065	-0.132	0.071
O	14.661	1.904	30.026	0.148	0.344	0.195
O	1.924	0.269	17.71	-0.4	0.118	-0.176
O	6.215	3.481	22.453	-0.236	-0.21	0.337
O	2.202	1.642	21.171	0.16	-0.471	-0.019
O	4.347	0.839	28.242	0.139	0.045	-0.316
O	6.322	8.973	30.659	-0.269	0.179	0.208
O	7.787	9.404	20.687	0.24	0.531	0.337
O	1.516	14.487	16.198	0.207	-0.722	0.236
N	2.57	2.796	18.647	-0.077	0.045	0.124
O	11.01	11.952	22.971	-0.009	-0.099	0.385
O	9.922	6.247	24.295	0.083	-0.081	0.335
O	2.08	14.138	23.175	0.073	-0.683	0.227
O	0.903	13.848	28.65	-0.215	-0.005	-0.088
O	10.021	11.597	18.883	0.334	-0.435	0.43
O	0.738	4.779	18.213	-0.2	-0.395	0.018
N	10.9	5.466	15.708	-0.073	-0.011	0.314
O	13.424	3.403	22.341	0.55	-0.409	-0.123
N	5.941	15.891	15.778	0.013	-0.076	0.263
N	1.035	9.899	16.923	0.006	0.027	0.182
O	10.669	16.014	18.545	-0.04	0.31	0.098
O	5.403	16.01	32.764	0.051	0.341	-0.38
O	10.763	3.922	17.941	0.304	-0.598	-0.031
O	0.828	6.915	27.149	0.419	-0.319	0.149
O	1.651	9.869	21.861	-0.094	0.279	0.137
O	4.037	3.554	20.936	0.035	0.036	0.228
O	12.558	15.322	20.282	0.437	0.377	0.073
O	0.692	6.396	20.217	0.052	0.284	0.189
O	7.902	8.311	18.329	0.024	-0.357	0.306
O	6.974	1.621	16.867	-0.462	0.041	-0.146
O	6.649	14.337	27.184	-0.538	0.187	0.291
O	8.55	15.723	16.998	-0.077	0.023	0.042
O	8.603	13.716	28.764	-0.592	-0.538	0.131
O	3.984	1.457	16.581	0.165	0.246	0.033
O	3.694	12.326	16.477	-0.566	0.087	0.308
O	9.814	2.045	19.533	-0.054	-0.457	-0.293
O	6.82	3.979	31.084	0.211	0.337	-0.545
O	15.565	4.867	21.858	0.025	-0.362	0.451
O	3.641	12.192	19.232	-0.308	-0.539	0.145
O	5.839	11.466	30.154	0.07	0.467	-0.59
O	3.097	8.788	18.458	0.115	0.147	-0.011
O	14.48	3.973	17.895	0.072	-0.329	0.436
O	11.012	2.502	21.709	0.106	0.176	-0.062
O	7.691	7.407	27.488	-0.459	-0.277	-0.557
O	10.817	12.287	28.267	0.1	-0.417	0.009
O	2.166	10.037	31.057	0.183	0.338	0.125
O	14.67	10.372	17.429	0.011	-0.239	0
O	9.067	15.17	26.597	0.451	-0.387	0.02
O	6.446	7.654	21.974	0.236	-0.019	0.517
O	12.376	0.641	29.554	0.094	0.104	-0.714
O	5.558	9.159	19.173	-0.283	0.502	-0.033
O	0.848	14.507	31.129	-0.434	-0.319	-0.102
O	11.243	6.598	20.836	0.089	0.055	0.1
O	7.19	12.001	26.019	-0.116	-0.309	0.29
O	5.895	6.51	31.182	-0.6	0.185	-0.414
O	6.137	2.204	19.558	-0.105	0.06	0.578
O	1.016	7.344	17.75	0.115	-0.32	-0.258
O	15.045	2.219	16.085	0.212	-0.215	0.371
O	14.849	5.549	26.694	-0.137	0.096	-0.163
O	11.52	7.943	23.053	0.226	0.341	0.199
O	1.492	4.035	20.828	-0.214	-0.09	0.036
O	12.847	10.473	21.94	-0.31	-0.358	0.401
O	9.418	9.28	27.734	0.368	0.103	0.479
O	10.82	13.95	17.06	-0.445	-0.292	0.265
O	4.62	15.129	23.25	0.141	0.178	0.595
O	6.706	9.766	28.236	0.16	0.417	-0.141
O	10.36	13.941	20.152	0.256	-0.115	0.487
N	8.083	3.596	18.283	0.012	0.112	0.109
O	10.959	15.898	24.912	0.215	-0.293	-0.292
O	2.88	2.974	27.674	0.213	0.349	-0.485
O	14.429	11.112	25.819	-0.255	-0.328	0.15
O	9.799	0.657	29.967	-0.081	0.48	0.149
O	8.475	15.998	24.114	0.066	0.35	-0.119
O	15.696	14.24	23.143	-0.351	-0.406	-0.104
O	11.287	4.045	23.764	0.443	0.323	0.421
O	0.74	9.029	19.657	0.048	-0.024	0.115
O	9.746	1.238	34.072	0.102	0.024	-0.327
O	12.766	0.921	26.131	-0.451	0.052	0.271
O	12.606	5.831	17.844	0.081	0.474	0.061
O	4.231	4.48	31.53	-0.36	0.58	-0.406
O	13.426	3.252	33.376	0.21	-0.023	-0.002
O	8.663	6.963	20.674	-0.135	-0.024	0.182
O	7.838	11.991	31.735	-0.099	-0.194	-0.032
O	7.803	9.605	25.823	-0.06	-0.187	-0.302
O	10.278	8.659	25.236	0.076	0.444	-0.057
O	4.926	15.457	30.18	0.513	0.293	-0.328
O	6.016	11.865	20.308	0.37	-0.334	0.51
O	3.156	5.175	17.375	-0.265	0.485	-0.182
O	11.416	15.34	31.369	-0.53	-0.497	-0.1
O	13.45	12.342	23.715	0.168	-0.003	-0.265
O	7.471	3.979	15.803	0.445	0.429	0.066
O	13.056	10.054	19.349	-0.276	-0.043	0.206
O	9.045	11.957	21.271	-0.426	-0.388	0.103
O	4.795	13.037	25.907	-0.155	-0.653	-0.111
O	1.287	4.211	33.862	-0.101	0.012	-0.524
O	0.803	15.871	21.705	-0.319	0.168	-0.345
O	3.544	2.357	30.201	-0.271	-0.076	-0.053
O	14.953	13.967	19.942	0.188	0.146	-0.032
O	9.866	6.042	28.432	0.044	-0.364	-0.221
O	5.358	2.235	32.217	-0.017	-0.636	0.09
O	7.627	2.324	24.233	-0.269	-0.625	-0.026
O	14.866	0.915	27.562	0.15	-0.379	-0.184
O	2.223	9.186	26.438	0.418	0.111	0.281
O	1.658	8.81	28.867	-0.191	-0.39	0.191
O	7.42	5.014	28.464	-0.352	0.119	-0.054
O	6.809	14.075	24.582	-0.336	0.006	-0.281
O	3.155	15.044	25.416	-0.311	0.622	0.183
O	7.709	7.934	32.61	0.028	0.107	-0.209
O	9.235	1.361	26.005	0.383	0.07	0.515
O	8.524	11.165	23.756	-0.392	-0.533	-0.127
O	16.259	16.259	29.427	-0.413	-0.186	0.345
O	5.75	13.038	17.939	0.406	0.104	-0.204
O	3.032	10.337	24.039	0.495	0.472	0.349
O	1.639	13.659	33.538	-0.569	-0.237	-0.03
O	10.931	14.77	28.974	0.267	0.028	-0.642
O	9.552	6.52	33.749	-0.128	0.135	-0.376
O	5.538	13.505	31.82	-0.029	0.107	0.187
O	12.873	12.933	21.219	-0.307	-0.126	0.075
O	0.08	11.788	27.31	-0.349	0.349	0.105
O	7.117	14.893	34.121	0.202	-0.038	-0.443
O	12.234	6.598	29.646	-0.205	0.474	0.057
O	2.172	11.465	28.897	0.196	0.279	0.126
O	12.278	12.652	26.071	-0.178	0.549	0.161
O	13.193	5.133	31.6	0.07	0.119	0.169
O	2.881	2.508	32.808	-0.032	-0.44	-0.388
O	12.192	9.568	33.752	-0.107	-0.039	-0.454
O	4.062	0.694	19.093	-0.129	-0.455	0.252
O	9.377	2.107	16.195	0.105	0.348	0.455
O	0.865	4.377	26.556	0.032	0.033	-0.297
O	15.993	9.238	27.061	-0.566	-0.117	-0.001
O	0.671	10.605	33.147	0.304	0.37	-0.33
O	4.154	9.711	29.249	0.075	-0.366	-0.088
O	15.074	12.296	33.836	-0.136	0.066	-0.434
O	14.147	4.896	29.121	0.281	-0.331	-0.023
O	12.319	2.697	31.159	-0.221	0.14	-0.228
O	8.725	4.317	22.971	0.029	0.473	-0.351
O	2.339	12.876	26.686	-0.072	-0.371	-0.401
O	13.666	3.203	27.165	-0.124	-0.02	-0.071
O	10.159	6.394	18.429	-0.316	0.39	0.037
O	7.423	1.252	30.958	-0.259	-0.381	0.178
O	3.213	14.996	32.104	0.149	-0.107	0.049
O	14.106	7.979	32.955	0.039	0.215	-0.186
O	6.046	5.045	33.331	0.409	-0.509	-0.15
O	7.691	16.226	28.651	-0.524	0.055	0.023
O	0.177	8.389	31.86	-0.122	0.16	-0.484
O	5.489	0.032	21.038	0.019	0.169	0.353

Results
total energy: -133407.210 eV
total energy less fixed offsets of N -271.95, O -438.35, Si -107.03 eV per atom: 9.120 eV
